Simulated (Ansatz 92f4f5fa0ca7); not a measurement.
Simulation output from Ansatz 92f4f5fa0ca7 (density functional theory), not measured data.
Periodic cell of 273 atoms, Si162O105P6, from a study of silicon, its oxide and their interface. The atomic structure is a simulated model.
Doubt: the cutoff is far below the 930 eV that the study's wrapper takes by default for these files, so forces and energies are approximate.
This geometry differs little from another in the collection (a relaxation step or a small displacement).

Settings
functional: PBE
potential files: Ansatz PAW
basis: plane waves
wave-function cutoff: 580 eV
density cutoff ratio: 5
exchange-correlation grid ratio: 1
k mesh: 1 x 1 x 1, Gamma-centred
self-consistency stop: 5e-08 eV per atom in the density residual
occupations: fixed
spin: none
net charge: 0

Cell vectors (angstrom)
a 11.6015 0 0
b 0 13.3963 0
c 0 0 30.8395

Atoms and the computed forces on them: element, x, y, z (angstrom), force x, y, z (eV/angstrom)
P 11.5987 -0.1001 24.0742 0.0044 -0.0083 -0.0003
Si 3.6912 -0.1664 24.1176 0.0125 -0.0029 0.0041
Si 7.8323 -0.0961 23.977 0.0108 -0.0089 0.0053
Si 1.9746 3.1111 24.3127 -0.0038 0.0157 -0.0121
Si 5.958 3.399 24.1923 -0.0077 0.0095 0.003
Si 9.907 3.2763 24.0815 0.0128 0.012 0.0033
P 11.6222 6.5962 24.0328 -0.0048 -0.0089 -0.0009
Si 3.986 6.5823 24.0349 -0.0071 -0.0128 0.0017
P 7.8221 6.6162 24.0522 -0.0004 -0.0041 -0.004
Si 1.8574 9.8756 24.1143 0.0003 0.0069 0.0006
Si 5.8381 10.0313 24.091 0.0095 -0.003 0.0037
Si 9.7173 9.7822 24.1516 -0.004 0.0141 0.0011
Si 11.64 1.9978 25.089 -0.0034 0.005 0.0055
Si 4.0114 2.134 24.908 0.0054 -0.0135 -0.0004
Si 7.886 2.166 24.7779 -0.01 -0.0087 -0.0001
Si 1.9188 5.4826 24.8297 0.0157 -0.0013 -0.0035
Si 5.9555 5.6072 25.0292 -0.004 -0.0004 0.0143
Si 9.7449 5.5559 24.9211 0.0028 -0.0077 0.0065
Si 11.6296 8.6775 24.9984 0.001 0.0006 0.0032
Si 3.8886 8.8582 24.8095 0.0005 -0.0039 -0.001
Si 7.7263 8.7639 24.9191 -0.0076 0.0068 0.0016
Si 1.7817 12.1535 24.9971 0.0032 -0.0054 0.0115
Si 5.812 12.2621 24.8434 -0.0139 0.0078 -0.0022
Si 9.7483 12.1431 24.8547 -0.0195 -0.0018 0.0041
Si 11.6142 2.1565 27.4025 -0.0043 -0.0016 -0.0073
Si 3.9301 2.1589 27.2831 0.0009 0.0013 -0.0013
Si 7.7869 2.1845 27.2031 0.0085 0.0042 0.0011
Si 1.9737 5.5153 27.2255 0.0002 0.0047 -0.0034
Si 5.8336 5.5608 27.3587 0.0009 0.0018 -0.0189
Si 9.697 5.526 27.2837 0.0008 0.0019 -0.0057
Si 11.6107 8.851 27.3403 0.0013 -0.0019 -0.0038
Si 3.8756 8.8774 27.2247 -0.0005 0.0016 -0.0025
Si 7.7248 8.8906 27.2857 -0.0015 -0.0048 -0.0045
Si 1.9054 12.1939 27.3398 0.0017 -0.0007 -0.0184
Si 5.7982 12.2693 27.2406 0.0034 -0.0032 -0.0039
Si 9.6556 12.2029 27.2466 0.002 0.0031 -0.0133
Si 1.9762 1.0517 28.088 0.0019 -0.0022 0.0109
Si 5.8594 1.0845 28.0721 -0.0052 -0.0025 0.0055
Si 9.6632 1.0439 28.0848 0.0013 -0.0025 0.0107
Si 11.6388 4.4268 28.0745 -0.004 0.0031 0.0104
Si 3.8926 4.4112 28.0618 0.0002 0.0038 0.0094
Si 7.7626 4.4111 28.0697 0.0025 0.0023 0.0092
Si 1.96 7.7445 28.069 -0.0039 -0.0043 0.0068
Si 5.7986 7.797 28.0917 0.0048 -0.0038 0.0105
Si 9.657 7.7627 28.0836 -0.0018 -0.0038 0.0095
Si 11.5733 11.0962 28.0951 -0.0018 0.0014 0.011
Si 3.8819 11.1133 28.0523 -0.0051 0.0014 0.0083
Si 7.7126 11.1296 28.0576 0.0029 0.0025 0.0084
Si 1.9336 1.1164 30.4446 0.13 -0.0962 0.1171
Si 5.8008 1.1164 30.4446 0.159 -0.0842 -0.101
Si 9.6679 1.1164 30.4446 -0.1196 -0.1962 0.0646
Si 0 4.4654 30.4446 0.0949 0.0227 -0.0348
Si 3.8672 4.4654 30.4446 -0.0109 -0.1139 -0.1401
Si 7.7343 4.4654 30.4446 0.086 -0.2031 -0.0393
Si 1.9336 7.8145 30.4446 0.134 -0.0875 -0.0607
Si 5.8008 7.8145 30.4446 -0.0628 0.0422 0.1538
Si 9.6679 7.8145 30.4446 -0.0414 -0.0957 0.0693
Si 0 11.1635 30.4446 -0.1044 -0.0855 0.1761
Si 3.8672 11.1635 30.4446 0.079 -0.1042 -0.1218
Si 7.7343 11.1635 30.4446 -0.0428 -0.0367 -0.1224
Si 0 0 0.3944 -0.1064 0.1062 -0.3197
Si 3.8672 0 0.3944 0.1349 0.1543 -0.1491
Si 7.7343 0 0.3944 -0.0942 0.1628 0.0537
Si 1.9336 3.3491 0.3944 0.086 0.1304 -0.1255
Si 5.8008 3.3491 0.3944 -0.0599 0.1028 0.046
Si 9.6679 3.3491 0.3944 -0.1675 0.2209 -0.0213
Si 0 6.6981 0.3944 -0.1058 -0.1333 -0.0367
Si 3.8672 6.6981 0.3944 0.0059 0.0957 0.0911
Si 7.7343 6.6981 0.3944 0.0181 0.1388 0.2966
Si 1.9336 10.0472 0.3944 0.04 -0.1004 -0.3148
Si 5.8008 10.0472 0.3944 0.059 0.0701 0.2712
Si 9.6679 10.0472 0.3944 -0.092 0.0836 0.0588
Si 11.5828 0.0688 2.7278 -0.002 0.0011 -0.0065
Si 3.898 0.0513 2.7481 0.0029 0 -0.0061
Si 7.7046 0.0675 2.7591 -0.0064 0.0035 -0.0054
Si 1.9414 3.41 2.7437 0.0014 0.0035 -0.0089
Si 5.769 3.4031 2.7708 -0.0098 -0.0046 -0.0032
Si 9.6235 3.43 2.764 -0.0042 0.0011 -0.007
Si 11.5646 6.6942 2.7617 0.0028 0.0044 -0.0032
Si 3.8643 6.7434 2.7735 -0.0075 -0.0005 -0.0023
Si 7.7179 6.7637 2.8154 -0.0007 -0.0013 -0.0012
Si 1.9302 10.0464 2.7307 -0.0012 0.0006 -0.0064
Si 5.8089 10.1015 2.7973 -0.0003 0.0025 -0.0077
Si 9.6404 10.1027 2.7695 -0.0005 -0.0013 -0.0047
Si 11.5819 2.3316 3.4365 0.0002 0.0004 0.009
Si 3.8421 2.2751 3.5881 0.0087 0.0093 0.005
Si 7.6961 2.306 3.5765 0.0011 -0.0028 0.0028
Si 1.9253 5.6354 3.5697 0.0032 -0.0062 0.0092
Si 5.7822 5.6365 3.5971 0.0024 -0.0037 0.0059
Si 9.6271 5.6418 3.6654 -0.0006 -0.0056 0.001
Si 11.5756 8.9339 3.4607 0.0022 0.0008 0.0057
Si 3.8711 8.98 3.5712 0 0.0008 0.0053
Si 7.7332 9.006 3.6629 -0.0008 0.0016 0.0051
Si 1.9357 12.3119 3.3566 0.0003 -0.0038 0.0049
Si 5.8075 12.3344 3.6154 0.0013 0.0032 0.0043
Si 9.6424 12.3694 3.5136 0.0028 0.0033 0.0069
Si 11.5782 2.5093 5.7523 -0.0038 -0.0134 -0.0005
Si 3.877 2.3477 5.977 -0.0176 -0.0164 -0.0087
Si 7.5813 2.3133 5.9615 -0.003 0.0061 0.0013
Si 1.9313 5.5804 5.9422 0.001 0.0148 -0.0079
Si 5.6715 5.6438 5.9801 0.0068 0.0037 0.0002
Si 9.6803 5.6308 6.1002 -0.0082 0.0131 0.0088
Si 11.606 8.9451 5.7922 -0.0023 0.0055 -0.0003
Si 3.8586 9.0573 5.9532 -0.0042 0 -0.0004
Si 7.7523 9.0862 6.092 0.0062 0.0064 -0.0019
Si 1.9284 12.385 5.6514 -0.0075 -0.0056 -0.0007
Si 5.7995 12.5055 6.0135 -0.0015 -0.0076 -0.0007
Si 9.6799 12.4858 5.8682 -0.0034 -0.0054 0.0014
Si 1.8094 1.1857 6.4935 0.0117 0.0156 -0.0006
P 5.737 1.2598 6.8803 0.0016 0.0037 0.0039
Si 9.6667 1.3932 6.6206 0.0098 0.0137 -0.0044
P 11.6361 4.5381 6.8246 0.0092 0 0.0031
P 3.8106 4.5084 6.8513 -0.0071 0.0042 0.0068
Si 7.5903 4.5225 6.9017 0.0027 -0.0009 0.0006
Si 1.9233 7.8847 6.7169 0.0024 -0.0105 0.0007
Si 5.772 7.9238 6.775 -0.0001 -0.0046 0.0044
Si 9.7352 7.9502 6.8595 -0.0036 -0.0116 0.0047
Si 11.6033 11.23 6.3873 0.0071 0.0034 -0.0025
Si 3.8016 11.3591 6.6353 0.01 0.0038 -0.0011
Si 7.7972 11.4435 6.8639 -0.0035 -0.0032 0.0006
O 1.3216 0.7044 8.0028 -0.0054 -0.0053 0.005
O 3.4932 11.505 8.2771 -0.0018 -0.0008 -0.0004
O 7.3277 4.4552 8.5723 -0.0023 -0.0011 0.0001
O 9.9863 8.1766 8.5228 0.001 0.0013 -0.0017
O 5.7356 7.9219 8.4529 -0.0021 0.0003 0.0005
O 1.7855 7.9654 8.3736 0.0003 0.0005 -0.0032
O 9.8257 1.7654 8.2318 -0.0013 -0.0076 0.0034
O -0.0379 11.0695 8.0184 -0.0004 -0.0009 0.0034
O 7.9976 11.7277 8.5018 0.0028 0.0022 -0.0002
O 5.8804 10.3428 22.4446 -0.002 0.0018 0.0013
O 3.1375 12.9364 22.5443 -0.0007 0.0011 0.0052
O 5.9953 3.8103 22.5788 0.004 -0.0005 -0.0037
O 1.9293 2.6012 22.7448 0.0037 -0.0005 0.0037
O 10.3007 3.2842 22.4518 -0.0035 -0.0003 -0.0002
O 7.9335 -0.1679 22.2962 0.0007 0.0044 -0.0004
O 1.6528 9.6978 22.4635 -0.0012 0.0022 0.0022
O 4.2666 6.4538 22.39 0 0.0047 0.0027
O 9.7047 9.4677 22.5232 0.0017 -0.0043 -0.0018
Si 3.0709 9.7181 14.1696 -0.0028 0.0032 0.0031
Si 10.7101 7.0708 19.1196 0.0001 0.0002 -0.0029
Si 5.4184 12.9341 16.6829 -0.0001 -0.0005 -0.0001
Si 7.3584 5.332 9.9584 0.0023 0.001 -0.0015
Si 8.9977 8.0569 9.8313 -0.0014 -0.0001 -0.0009
Si 8.7872 4.6812 19.4154 0.0017 0.0028 -0.0022
Si 2.0549 2.4765 21.1511 -0.0004 0.0066 0.0001
Si 11.3768 9.8865 19.0266 0 -0.002 0.0008
Si 3.5372 0.0912 11.3069 -0.0023 -0.0008 0.0034
Si 5.2415 2.3987 15.5405 0.0014 0.0011 0.0016
Si 10.7727 12.1379 16.9743 -0.0003 -0.0001 0.0003
Si 8.0913 3.0404 16.9023 -0.0004 0.0019 0.0003
Si 4.1859 6.9951 20.845 -0.0003 -0.0006 -0.0004
Si 6.0491 1.4054 12.6402 -0.0006 0.0007 0.0031
Si 6.6976 8.7319 19.7583 -0.0019 -0.001 -0.0001
Si 11.5849 11.0284 9.6193 0.0015 0.001 0.0018
Si 8.2219 0.7597 20.9775 -0.0007 -0.0014 -0.0013
Si 3.976 4.1842 19.678 0.0003 0.001 -0.0009
Si 8.4366 3.2075 11.7944 -0.0002 0.002 0.0035
Si 0.1825 6.3202 14.2761 -0.0008 0.0007 0.0031
Si 3.1259 8.8315 17.06 0.0001 0.0015 -0.0014
Si 8.7015 11.9656 9.9551 0.0027 0.0019 -0.0011
Si 4.0137 10.8613 9.6828 0.0025 0 0.0048
Si 10.0444 1.4346 9.8053 -0.0014 -0.004 0.0067
Si 5.4506 6.7345 11.753 0.0018 0.001 0.0019
Si 1.4643 0.5589 16.4641 0.0021 0.0009 0
Si 5.8922 10.654 14.7758 0.0005 0.0018 0.0007
Si 1.703 12.5909 13.6857 0.0017 0.0009 -0.0014
Si 8.1872 0.0925 17.9997 -0.0013 -0.0014 -0.0018
Si 1.2776 6.311 17.1962 -0.0002 0.001 0.0011
Si 6.1892 8.8877 9.7022 0.0022 -0.0008 0.0027
Si 1.8193 8.6215 9.8614 -0.0012 0.0064 0.003
Si 7.4537 6.9128 14.2266 -0.0002 0 0.0009
Si 6.2727 8.4479 16.7213 0.0002 -0.0007 0.0027
Si 2.3077 9.3958 20.9976 0 -0.0015 -0.0008
Si 1.2497 0.4391 9.591 0.0007 -0.003 0.0042
Si 9.4236 4.3621 14.4741 -0.0019 -0.001 0.0023
Si 7.6939 12.1304 12.7968 0.0006 0.0005 0.0039
Si 9.7935 8.4526 12.914 -0.0012 -0.0002 -0.0005
Si 2.8046 3.4633 16.873 0.0033 0.001 0.0009
Si 10.4602 11.4722 13.8613 -0.0017 -0.0003 0.0007
Si 9.612 8.9663 20.9958 -0.0009 -0.0003 0.0009
Si 3.127 11.8485 18.2261 0.001 0.0003 0
Si 5.2107 10.8567 21.0462 0.0003 -0.0008 -0.0016
Si 3.4831 -0.281 20.9462 0.0011 -0.0001 -0.0044
Si 6.6244 3.5597 21.1071 -0.0036 0.003 0.0002
Si 10.5693 2.6314 20.9681 0.0027 -0.0018 -0.0039
Si 2.4356 7.2002 12.4035 0.0012 0.0006 0.0031
O 10.0225 3.7 19.8554 -0.0003 0.0012 0.0032
O 6.6267 2.9905 16.1765 -0.0009 -0.0001 0.0003
O 9.7981 1.1908 20.8852 -0.0027 -0.0019 0.0036
O 4.8408 1.0202 16.3299 0.0006 0.0001 0.0006
O 3.7021 10.2417 20.9391 -0.0011 0.001 0.0055
O 11.5247 0.1972 16.8789 -0.0027 -0.0024 0.0008
O 5.8695 5.6696 10.5673 -0.0015 -0.0002 -0.0007
O 1.8499 2.1124 16.8297 -0.0005 -0.0012 0.0015
O 7.6915 4.7264 20.6502 -0.0001 -0.0005 0.0042
O 9.1752 13.5064 10.1094 0.0004 0.0011 -0.0059
O 3.9425 3.3903 15.6883 -0.0007 -0.0007 -0.0003
O 2.5008 11.2205 14.0258 -0.0004 -0.0004 -0.0032
O 0.5293 2.3115 20.5958 -0.0002 0.0011 0.0069
O 2.7142 3.8701 20.6528 0.0006 -0.0061 -0.0017
O 2.5326 9.1429 15.5859 0.0013 0.0036 -0.0014
O 8.5587 1.6119 17.5371 -0.0002 -0.001 0.0029
O 4.6853 12.2671 17.9717 0.0007 0.001 0.0006
O 2.2978 7.5334 17.6047 -0.0009 0.0004 0.0004
O 7.9846 4.1048 18.1243 -0.0005 -0.001 -0.0002
O 6.978 10.9204 13.6094 -0.0011 -0.0009 -0.0001
O 8.3549 8.1407 13.6283 -0.0005 -0.0002 -0.0004
O 1.746 7.3942 10.9322 0.001 -0.003 -0.0001
O 3.0969 1.2917 20.6701 0.0001 -0.0005 0.0041
O 10.5799 11.464 15.4944 -0.0015 0.0015 0.0036
O 8.1493 4.684 11.214 0.001 -0.0023 -0.0021
O 1.1665 9.7292 19.8828 -0.0017 0.0005 0.0031
O 6.8699 13.4871 13.1079 -0.0011 0.0001 -0.0021
O 10.5979 7.6524 20.6795 -0.0017 0.0011 0.0035
O 2.511 13.3805 12.543 -0.005 -0.0024 0.0018
O 6.3115 6.5453 13.1253 0.0007 0.0003 0.0014
O 2.7145 0.8729 10.1416 0.001 -0.0012 -0.0013
O 5.7217 8.2224 11.1177 -0.001 -0.0039 -0.0001
O 6.982 8.3332 18.1915 -0.0003 -0.0004 -0.0019
O 5.5441 7.8167 20.4679 0.0025 0.0019 0.0034
O 2.5481 8.7144 13.0135 0.0009 0 0.0019
O 10.2541 9.972 13.2614 -0.0004 0.001 -0.0004
O 1.9547 4.8598 16.8204 -0.0002 -0.0009 0.0017
O 4.7049 9.7326 14.136 0.0003 -0.001 -0.0004
O 9.256 3.5325 15.8672 -0.0002 0.0002 0.0011
O 5.4698 2.1656 13.9506 0.0009 -0.0007 -0.0016
O 7.6938 11.7156 11.2159 -0.0007 0.0016 0.0004
O 5.2219 12.0306 15.3375 0.0011 -0.001 0.0006
O 11.6249 1.3247 10.1789 -0.0003 0.0011 -0.0018
O 3.8983 6.5211 12.1783 -0.0022 -0.0005 -0.0012
O 2.7972 7.8562 20.7528 -0.0006 0.0015 0.0025
O 4.671 8.3352 16.9903 0.0004 0.0005 0.0014
O 5.0281 12.4988 20.8953 0.0012 0.001 0.0027
O 3.0022 10.2283 17.9363 0.0004 -0.0017 -0.0007
O 9.3708 12.4302 17.7104 0.0042 0.0019 0.0011
O 0.9358 12.2867 10.0526 0.0005 0.0005 -0.0026
O 10.9065 7.4707 13.5519 0.0012 -0.0018 0.0006
O 9.0723 3.3138 13.2801 0.0003 0.0008 0.0016
O 1.5695 6.2219 13.3954 -0.0014 -0.0005 0.0002
O 6.9805 12.9983 17.0493 0.0012 0.0003 0.0021
O 6.7851 7.2986 15.6752 -0.0009 0.0007 0.0005
O 0.4652 6.7304 15.8358 -0.0006 -0.0007 0.0006
O 7.042 2.3746 11.8018 -0.0025 -0.0027 -0.0021
O 10.9068 8.4814 18.2654 0.0012 0.001 0.0009
O 10.0528 11.0691 10.1672 -0.0016 -0.0003 -0.001
O 8.3851 5.6112 14.4797 0.0005 -0.0009 -0.0001
O 0.3237 6.1253 18.5356 0.0011 0.0004 0.0006
O 2.6752 12.3198 19.7418 0.0016 0.0003 0.0042
O 6.1627 10.2863 19.8461 0.0002 0.0007 0.0033
O 7.8019 9.1681 9.707 -0.0014 0.0001 -0.0013
O 7.8181 13.4041 19.5906 -0.001 -0.0001 0.0025
O 6.613 9.8892 16.0272 0.001 -0.0008 0.0012
O 0.5766 9.6257 10.1634 -0.0003 -0.0019 -0.0011
O 11.5763 11.0556 17.9137 -0.0022 0.0026 0.0004
O 4.1188 5.8027 19.7338 -0.0015 -0.0026 0.0013
O 7.3489 2.1165 21.1233 0.0004 -0.0004 0.0031
O 4.8348 0.9853 11.6548 0.0006 0.0011 0
O 2.323 12.7788 17.1812 -0.0006 0.0012 0.0002
O 8.238 6.6435 9.617 0.0006 -0.0009 0.0004
O 10.9569 4.9034 14.2791 0.0003 -0.0001 -0.0017
O 9.1962 12.3774 13.3768 0.0003 -0.0005 -0.0008
O 1.6505 0.2998 14.8751 0.0015 -0.0018 -0.0016
O 10.1582 10.2172 20.0728 0.0005 0.0017 0.0035
O 3.982 11.984 10.8513 -0.0007 0.0041 -0.0006
O 8.0824 8.5719 20.5951 0.0023 0.0016 0.004
O 9.5147 2.595 10.7722 0.0006 -0.0004 -0.0027
O 0.1952 12.1633 13.23 0.0054 0.001 0.003
O 9.7132 8.1847 11.2905 0.0007 0.0002 0.0025
O 5.5513 10.3674 9.5039 -0.0026 0.0002 -0.0017
O 5.3808 3.4856 20.079 -0.0028 0.0017 0.0021
O 9.3588 6.1509 18.9811 0.0003 -0.0011 0.0027
O 3.6587 3.5201 18.2446 -0.0008 0.0012 0.0018
O 3.1712 9.5186 10.0585 -0.0008 -0.0015 -0.001

Results
free energy: -167238.587 eV
free energy less fixed offsets of O -568.88, P -755.39, Si -635.61 eV per atom: -5.027 eV

The program warned: the cutoff lies below the one the program advises for these potential files; the forces do not sum to zero within the program's tolerance; the exchange-correlation potential is rough where the density is thin.
